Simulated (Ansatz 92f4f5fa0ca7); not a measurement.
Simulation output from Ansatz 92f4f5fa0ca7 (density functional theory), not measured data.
Periodic cell of 223 atoms, Si133O90, from a study of silicon, its oxide and their interface. The atomic structure is a simulated model.
Doubt: the cutoff is far below the 930 eV that the study's wrapper takes by default for these files, so forces and energies are approximate.
This geometry differs little from another in the collection (a relaxation step or a small displacement).

Settings
functional: PBE
potential files: Ansatz PAW
basis: plane waves
wave-function cutoff: 580 eV
density cutoff ratio: 5
exchange-correlation grid ratio: 1
k mesh: 1 x 1 x 1, Gamma-centred
self-consistency stop: 5e-08 eV per atom in the density residual
occupations: fixed
spin: none
net charge: 0

Cell vectors (angstrom)
a	10.938	0	0
b	0	10.938	0
c	0	0	32.4471

Atoms: element, x, y, z (angstrom)
Si	0.371	-0.2622	25.0098
Si	5.1204	0.1839	25.0267
Si	2.9086	2.4503	24.8873
Si	7.9924	2.8959	24.9681
Si	-0.2626	5.5546	25.1353
Si	5.8045	5.152	25.081
Si	2.5689	8.4058	24.8878
Si	8.5506	7.889	24.8365
Si	1.4244	1.3344	26.3475
Si	6.8065	1.3137	26.2519
Si	4.106	4.0261	26.2545
Si	9.4946	4.032	26.4147
Si	1.409	6.799	26.2353
Si	6.9209	6.8347	26.2631
Si	4.0498	9.533	26.3524
Si	9.6164	9.526	26.2066
Si	2.75	-0.0142	27.7297
Si	8.2264	-0.0349	27.6033
Si	0.0182	2.7004	27.6771
Si	5.477	2.6975	27.6641
Si	2.7658	5.4433	27.6251
Si	8.1958	5.4782	27.721
Si	0.0325	8.175	27.6382
Si	5.4995	8.1776	27.6361
Si	4.1018	1.3673	29.0289
Si	9.5708	1.3673	29.0289
Si	1.3673	4.1018	29.0289
Si	6.8362	4.1018	29.0289
Si	4.1018	6.8362	29.0289
Si	9.5708	6.8362	29.0289
Si	1.3673	9.5708	29.0289
Si	6.8362	9.5708	29.0289
Si	0	0	30.3961
Si	5.469	0	30.3961
Si	2.7345	2.7345	30.3961
Si	8.2035	2.7345	30.3961
Si	0	5.469	30.3961
Si	5.469	5.469	30.3961
Si	2.7345	8.2035	30.3961
Si	8.2035	8.2035	30.3961
Si	1.3673	1.3673	31.7634
Si	6.8362	1.3673	31.7634
Si	4.1018	4.1018	31.7634
Si	9.5708	4.1018	31.7634
Si	1.3673	6.8362	31.7634
Si	6.8362	6.8362	31.7634
Si	4.1018	9.5708	31.7634
Si	9.5708	9.5708	31.7634
Si	2.7345	0	0.6835
Si	8.2035	0	0.6835
Si	0	2.7345	0.6835
Si	5.469	2.7345	0.6835
Si	2.7345	5.469	0.6835
Si	8.2035	5.469	0.6835
Si	0	8.2035	0.6835
Si	5.469	8.2035	0.6835
Si	4.1018	1.3673	2.0507
Si	9.5708	1.3673	2.0507
Si	1.3673	4.1018	2.0507
Si	6.8362	4.1018	2.0507
Si	4.1018	6.8362	2.0507
Si	9.5708	6.8362	2.0507
Si	1.3673	9.5708	2.0507
Si	6.8362	9.5708	2.0507
Si	0	0	3.418
Si	5.469	0	3.418
Si	2.7345	2.7345	3.418
Si	8.2035	2.7345	3.418
Si	0	5.469	3.418
Si	5.469	5.469	3.418
Si	2.7345	8.2035	3.418
Si	8.2035	8.2035	3.418
Si	1.3152	1.3878	4.6646
Si	6.7625	1.435	4.7453
Si	4.1127	4.1369	4.8173
Si	9.54	4.1505	4.8603
Si	1.4005	6.7951	4.7668
Si	6.7825	6.8928	4.814
Si	4.0694	9.6069	4.8884
Si	9.6352	9.5517	4.7279
Si	2.5258	0.0785	6.1149
Si	8.2564	0.0884	5.9061
Si	0.0583	2.6988	6.0816
Si	5.4803	2.784	6.2363
Si	2.7656	5.5379	6.2157
Si	8.1247	5.5937	6.2544
Si	0.0645	8.1723	6.1043
Si	5.4897	8.239	6.3384
Si	3.713	1.6584	7.3485
Si	9.4803	1.4364	7.3834
Si	1.5662	3.896	7.4026
Si	6.5667	4.4284	7.6353
Si	4.2715	6.6687	7.7164
Si	9.4315	7.1711	7.5352
Si	1.3235	9.5014	7.5828
Si	7.2119	9.6012	7.3765
O	9.6585	6.7063	24.545
O	4.0386	1.3152	24.4696
O	8.6384	8.794	8.222
O	2.7089	2.8204	7.9647
O	6.895	4.0455	24.4857
O	1.44	9.5368	24.4278
O	5.3301	5.4513	7.9312
O	-1.3191	0.4199	8.6924
O	7.0634	4.1342	9.1867
O	6.7244	10.6345	8.5625
O	9.9454	6.5559	8.9172
O	0.2806	9.4413	8.9017
O	4.2029	0.7089	8.5845
O	0.6449	4.5028	8.5614
O	8.8095	2.7716	8.0615
O	3.8495	7.0843	9.2811
O	8.151	8.3498	23.3067
O	8.6986	2.2506	23.6228
O	5.163	5.9249	23.7925
O	2.188	2.9284	23.4579
O	10.8355	0.6335	23.7173
O	0.1835	4.6151	23.8656
O	3.37	7.8709	23.5222
O	5.621	10.2678	23.7058
Si	7.6277	2.4447	18.8836
Si	3.8549	6.4017	22.9648
Si	-3.9718	12.4295	11.4563
Si	15.8538	5.1503	15.2905
Si	6.9198	3.4714	13.6901
Si	8.1241	5.3514	19.8832
Si	-0.0354	3.0367	15.0754
Si	4.9993	1.9585	20.55
Si	3.6201	2.5719	16.3548
Si	9.5889	1.1465	22.8133
Si	8.4644	3.3614	9.5689
Si	-1.2485	9.2985	19.3527
Si	8.6964	-0.9156	12.3375
Si	10.1566	11.2759	14.7776
Si	5.9822	6.1629	18.0197
Si	17.5483	1.7472	16.3231
Si	-0.7143	1.2738	19.8986
Si	5.3561	10.9068	9.4275
Si	12.0406	3.1386	18.0735
Si	12.3799	8.1066	19.4264
Si	-2.7405	-1.6301	21.9886
Si	2.2896	9.4465	12.5791
Si	9.3249	16.2988	13.931
Si	3.4455	10.3401	20.0128
Si	10.8443	5.376	9.7787
Si	5.3035	5.0697	20.6872
Si	5.525	10.4401	22.0886
Si	3.8809	-2.4917	17.7415
Si	1.9156	1.0798	14.2548
Si	3.4601	8.6233	9.7125
Si	3.1769	7.7518	14.8353
Si	-1.25	9.84	9.25
Si	1.477	4.3182	22.9328
Si	0.3907	5.3592	20.1957
Si	8.5518	8.0205	14.5943
Si	8.1123	9.9885	16.7209
Si	11.2731	-3.3817	13.85
O	7.5796	2.6381	17.28
O	8.3394	4.2114	13.2856
O	9.4443	-0.3143	16.0625
O	3.6694	12.0084	20.0499
O	2.635	9.0956	11.0208
O	5.2878	-3.3034	17.9197
O	2.7159	9.0753	8.322
O	-0.5371	-4.5979	13.1471
O	8.1754	-2.2626	13.1128
O	16.5788	1.1114	21.7983
O	5.8991	5.4328	16.5719
O	2.5903	7.6427	18.3623
O	10.4998	10.6263	19.8286
O	6.9369	2.2883	14.8277
O	5.8324	15.544	14.0724
O	7.6851	8.6995	15.8009
O	2.6664	13.711	17.6913
O	10.1773	1.8127	21.4468
O	4.0755	9.8545	18.5694
O	10.3335	4.5317	14.8985
O	8.7331	1.3276	19.2469
O	6.1528	12.9461	19.4011
O	9.6912	5.6895	20.2787
O	8.1774	2.0941	10.5532
O	17.848	0.1541	16.602
O	0.946	4.3688	21.3944
O	6.9071	5.3966	21.0289
O	-1.6939	9.6828	10.7984
O	-3.4548	0.1553	12.229
O	11.7731	4.6067	18.7897
O	8.5044	-1.4226	18.2405
O	10.1603	8.2431	14.8603
O	-0.042	8.3625	18.7593
O	7.5343	6.2334	18.6044
O	2.0117	9.5082	20.1187
O	1.1884	13.5034	14.0442
O	5.0789	2.0199	16.7865
O	3.7638	4.0517	15.668
O	11.4085	2.0404	19.1034
O	3.4021	8.7413	13.5522
O	4.8809	9.4231	9.8634
O	5.678	0.9958	10.6132
O	8.6938	10.7844	22.4551
O	4.2148	6.5135	14.7842
O	6.6919	-1.4123	21.4229
O	4.3421	6.1959	21.4145
O	2.3032	0.1484	12.9298
O	-1.1134	-0.2217	13.2804
O	0.8186	11.0963	15.0575
O	3.1441	12.3676	15.2651
O	5.1206	5.2444	19.074
O	0.3499	3.0089	16.651
O	4.1796	9.8485	21.3896
O	9.5994	4.3088	10.1951
O	12.1211	6.793	20.3906
O	-1.1929	1.9216	14.7965
O	6.3952	2.6811	12.3789
O	0.8386	8.7245	12.818
O	0.8592	5.9833	10.8232
O	1.6444	7.1504	14.7606
O	9.0511	8.675	20.7448
O	2.5658	5.4726	23.2464
O	-2.7113	3.7877	19.5133
O	14.4541	8.6524	16.1656
O	4.7683	3.5295	21.0314
O	8.2655	-4.5257	14.6305

Results
free energy: -135730.543 eV
free energy less fixed offsets of O -568.88, Si -635.61 eV per atom: 4.787 eV

Forces (eV/angstrom), in the order of the atoms: element, x, y, z
Si	0.0013	-0.0001	0.0032
Si	-0.003	-0.0025	-0.0007
Si	-0.0042	-0.0012	0.0019
Si	0.002	0.0014	0.0034
Si	-0.0051	0.0038	0.0032
Si	0.002	0.0009	0.0042
Si	0.0029	0.0026	0.0017
Si	0.0034	-0.0041	0.0021
Si	0.0032	-0.0017	0.0005
Si	0.0013	0.0026	0.0041
Si	0.0026	-0.0024	0.0019
Si	-0.004	0.0018	0.002
Si	-0.0027	0.0007	0.0037
Si	0.0035	-0.0033	0.0018
Si	-0.0026	0.0001	0.0026
Si	0.0024	-0.0031	0.0027
Si	-0.0006	-0.0018	-0.0016
Si	-0.0013	0.0008	0.0009
Si	0	0.0006	0.0013
Si	-0.0003	-0.0003	-0.0006
Si	0.0002	0.0012	0.0017
Si	0.0023	0.0028	-0.0029
Si	-0.0024	-0.0013	-0.0012
Si	-0.0006	0.0012	0.0007
Si	0.2152	-0.0451	0.3866
Si	-0.0512	-0.2997	-0.1298
Si	0.1062	0.0501	-0.1464
Si	-0.2851	-0.0332	0.1841
Si	0.1529	-0.1559	-0.2199
Si	0.2784	0.0775	0.1692
Si	-0.2046	-0.1293	0.2108
Si	0.1235	-0.0132	-0.263
Si	-0.0672	-0.0694	0.009
Si	-0.032	0.0944	-0.0115
Si	0.0217	0.0153	-0.0037
Si	-0.0438	-0.0002	-0.0371
Si	-0.0023	0.0635	-0.0185
Si	-0.052	-0.0724	0.02
Si	-0.0621	0.0278	-0.0248
Si	0.0213	0.0188	-0.0124
Si	-0.0152	-0.0223	-0.0295
Si	0.0169	-0.0578	-0.0257
Si	-0.0156	0.0206	0.0078
Si	0.0348	-0.006	-0.0243
Si	0.0225	-0.0773	-0.0183
Si	0.0285	-0.0166	-0.0246
Si	0.062	0.0103	-0.0234
Si	0.0141	0.0261	0.0169
Si	-0.0217	0.0134	-0.0039
Si	-0.0752	0.1275	0.0158
Si	0.0184	-0.0061	0.0274
Si	0.0034	-0.0158	0.0132
Si	-0.0601	0.0494	0.0203
Si	-0.0296	-0.001	0.003
Si	0.0437	-0.0185	0.0218
Si	-0.029	-0.0228	0.0266
Si	-0.0094	-0.0191	-0.0203
Si	0.0245	-0.1284	0.0095
Si	0.0176	-0.0217	-0.0099
Si	0.1004	0.0614	0.0039
Si	0.0586	-0.0247	0.0168
Si	-0.0217	-0.0591	0.0159
Si	0.0078	0.1217	-0.0235
Si	0.0535	-0.002	0.0408
Si	-0.0533	-0.1654	-0.9869
Si	-0.4673	-0.0485	0.1791
Si	0.3033	0.3266	-0.1379
Si	-0.0499	0.4735	0.1669
Si	-0.1671	-0.2014	0.1315
Si	-0.0339	0.1458	0.0517
Si	0.2554	0.1064	0.3141
Si	-0.095	-0.0441	0.0179
Si	0.0026	-0.0034	-0.0029
Si	0.0039	-0.0007	0.0002
Si	-0.002	-0.0014	0.0026
Si	-0.0004	-0.0004	0.0004
Si	-0.0046	0.0069	0
Si	-0.0041	-0.009	-0.0065
Si	-0.0011	-0.0026	0
Si	-0.0029	0.0057	-0.0072
Si	0.0018	0.0133	0.0043
Si	-0.0019	-0.0029	-0.0153
Si	0.003	0.0043	-0.0087
Si	-0.0019	0.0031	0.0022
Si	0.0021	-0.0044	-0.0069
Si	-0.0057	-0.0005	0.0031
Si	-0.0001	-0.0066	0.0159
Si	-0.002	0.0057	-0.0098
Si	0.0061	-0.0055	-0.0055
Si	-0.0213	0.0116	0.0256
Si	-0.0007	0.0044	0.0274
Si	0.0014	0.004	-0.0007
Si	0.0041	-0.0092	0.022
Si	0.0194	-0.0061	-0.018
Si	0.0028	-0.0304	-0.0089
Si	0.0085	-0.0012	0.0149
O	-0.0002	-0.0045	-0.0054
O	-0.0005	-0.0004	0.0005
O	-0.0101	0.0121	0.0059
O	-0.0031	0.004	-0.0018
O	-0.0016	0.0002	-0.0013
O	0.0009	0.0023	-0.0018
O	-0.007	-0.004	-0.0032
O	-0.0013	0.006	-0.0077
O	-0.0008	0.0005	0.0019
O	0.0022	-0.0035	-0.0012
O	0.0014	-0.0007	0.0039
O	0.0001	0.0088	-0.0003
O	-0.0019	0.0006	0.0016
O	0.0136	-0.014	-0.0229
O	0.0084	-0.0051	-0.0087
O	0.0011	-0.0022	-0.0069
O	-0.0011	-0.0006	0.0047
O	-0.0013	0.0004	0.0021
O	0.0005	-0.0008	0.0012
O	0.0026	-0.0014	0.0027
O	0.0016	-0.0009	0.0018
O	-0.0004	0.0001	0.0033
O	-0.0018	0.0011	0.0025
O	-0.0003	0.0011	0.0042
Si	-0.0002	-0.0006	0.002
Si	0.0001	-0.0013	-0.0009
Si	-0.0001	0.0001	-0.0015
Si	-0.0004	-0.0007	0.0026
Si	0.0002	-0.0003	0.0006
Si	-0.0006	-0.0004	0.0021
Si	-0.0009	-0.0009	0.0014
Si	-0.0007	0.0004	0.001
Si	-0.0004	-0.0008	0.0028
Si	-0.0005	-0.0005	-0.0015
Si	-0.0005	-0.0002	-0.0026
Si	-0.0007	0	0.0014
Si	-0.0008	0.0004	0.0009
Si	-0.0002	0.0003	0.0013
Si	-0.0004	-0.0001	0.0025
Si	-0.0004	-0.0012	0.0029
Si	-0.0012	-0.0001	0.0013
Si	-0.002	0.0027	-0.0004
Si	0.0002	-0.0006	0.0022
Si	-0.0003	-0.0008	0.0026
Si	0.0001	0.0002	-0.0001
Si	-0.0013	0.0003	0.0003
Si	-0.0014	-0.0004	0.0005
Si	-0.0011	-0.0003	0.0008
Si	-0.0294	0.0237	0.0139
Si	-0.0001	-0.0003	0.0012
Si	-0.0002	0.0003	-0.001
Si	-0.0003	-0.0008	0.0027
Si	-0.0006	-0.0007	0.0009
Si	-0.0001	0.0044	0.0007
Si	-0.0002	0	0.0017
Si	0.0003	-0.009	0.0009
Si	-0.0013	0.001	-0.0007
Si	0	-0.0001	0.0016
Si	0.0003	-0.0004	0.0012
Si	-0.0004	-0.0011	0.0014
Si	-0.0024	0.0021	0.0027
O	0	-0.0003	0.0001
O	-0.0002	-0.0011	0.001
O	-0.0007	-0.0006	0
O	-0.0001	-0.0001	0.0001
O	0.0007	-0.0013	-0.0003
O	-0.0003	-0.0004	-0.0005
O	0.0012	0.0029	0.0029
O	0.0026	-0.0012	-0.0004
O	0.0001	-0.0002	0
O	-0.0002	-0.0008	0.0011
O	-0.0002	-0.0006	0.0002
O	-0.0007	-0.0002	-0.0003
O	-0.0003	-0.0001	0.0001
O	-0.0004	-0.0007	0.0008
O	-0.0006	-0.0003	0.001
O	-0.0004	-0.0003	0.0003
O	-0.0006	-0.0007	-0.0001
O	-0.0003	-0.0006	0.0016
O	-0.0003	0.0003	0
O	0.0002	-0.0004	0.0003
O	0.0003	-0.0007	0.0006
O	-0.0012	-0.0004	0.0004
O	0.0001	-0.0002	0.0002
O	-0.001	-0.0004	0.0014
O	-0.0004	-0.0006	-0.0004
O	0.0002	-0.0004	0.0019
O	-0.0004	-0.0007	0.0006
O	0.0011	0.0006	-0.0022
O	-0.0001	-0.0003	0.001
O	-0.0005	-0.0001	0.0003
O	0.0002	-0.0005	0.0003
O	0.0001	-0.0009	-0.0006
O	0	-0.0005	-0.0003
O	0.0001	-0.0004	0.0002
O	-0.0002	0.0002	0.0006
O	0.0001	-0.0006	0.0006
O	-0.0001	-0.0008	-0.0003
O	-0.0002	-0.0005	-0.0001
O	-0.0011	-0.0009	0.0001
O	-0.0002	-0.0006	0.0008
O	0	-0.001	0.0012
O	-0.0007	-0.0017	0.0005
O	0.0001	0.0001	0.0011
O	-0.0005	-0.0009	0.0003
O	-0.0004	-0.0001	0.0009
O	-0.0006	0.0004	0.0013
O	0	-0.0009	0.0011
O	0	-0.0007	0.0003
O	-0.0003	-0.0006	0.0001
O	-0.0001	-0.0002	0.0005
O	-0.0004	-0.0005	0.0006
O	0.0003	-0.0003	0
O	0.0006	-0.0005	0.0014
O	0.001	-0.0063	0.0036
O	-0.0004	-0.0006	0.0001
O	-0.0003	-0.0005	0.0005
O	-0.0005	-0.0019	0.0005
O	0.0004	-0.001	0.0008
O	0.0133	-0.0079	-0.0049
O	-0.0001	-0.0015	0.0001
O	-0.001	-0.0003	0.0016
O	-0.0003	-0.0002	0.0009
O	-0.0003	-0.0004	-0.0008
O	-0.0003	-0.0003	0.0003
O	-0.0007	-0.0008	0.0005
O	-0.0006	-0.001	-0.0001

The program warned: the cutoff lies below the one the program advises for these potential files; the exchange-correlation potential is rough where the density is thin.
